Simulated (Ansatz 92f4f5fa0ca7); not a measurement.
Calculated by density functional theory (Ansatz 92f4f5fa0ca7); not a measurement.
Periodic cell of 273 atoms, Si167O106, from a study of silicon, its oxide and their interface. The atomic structure is a simulated model.
This geometry differs little from another in the collection (a relaxation step or a small displacement).

Settings: functional PBE; potential files Ansatz PAW; basis plane waves; wave-function cutoff 700 eV; density cutoff ratio 5; exchange-correlation grid ratio 1; k mesh 2 x 2 x 1, shifted by 0.5 0.5 0.5 of a step; self-consistency stop 5e-08 eV per atom in the density residual; occupations fixed; spin none; net charge 0.

Cell vectors (angstrom)
a 11.6015 0 0
b 0 13.3963 0
c 0 0 29.8085

Atoms and the computed forces on them: element, x, y, z (angstrom), force x, y, z (eV/angstrom)
Si 11.5507 0.1806 22.8999 -0.0191 -0.0097 -0.0788
Si 3.917 0.1543 23.0204 0.0407 -0.0079 -0.0627
Si 7.6712 0.1195 23.1341 -0.0304 0.014 -0.0435
Si 2.0705 3.4535 22.8799 0.0176 -0.0229 -0.0684
Si 5.9047 3.6813 22.9908 -0.0032 0.0171 -0.0814
Si 9.7616 3.5328 23.0237 -0.0099 -0.0129 -0.0653
Si 11.6645 6.8589 23.0589 -0.0135 -0.0119 -0.0551
Si 3.9589 7.0337 23.1732 0.028 0.0108 -0.0748
Si 7.7944 6.8873 23.2355 -0.0026 -0.0331 -0.0884
Si 2.0361 10.238 23.2387 -0.0123 0.0028 -0.0531
Si 5.8608 10.0956 23.2873 -0.0322 -0.0341 -0.0596
Si 9.846 10.0852 23.2155 0.0372 -0.0198 -0.0441
Si 11.698 2.3838 23.7507 -0.0164 0.0147 0.0123
Si 3.9995 2.4031 23.7495 0.0095 -0.0004 0.0162
Si 7.7899 2.4105 23.768 -0.0223 -0.012 0.0022
Si 2.0324 5.7051 23.693 0.0158 0.0156 0.055
Si 5.8343 5.8044 23.9737 -0.0032 -0.0136 -0.0173
Si 9.7413 5.7256 23.8902 0.0092 0.0095 0.0016
Si 11.755 9.0246 24.0157 0.0225 0.007 0.0057
Si 3.9069 9.1339 24.1671 -0.0389 0.0031 -0.0125
Si 7.8523 9.0844 24.0148 0.0008 0.038 0.0201
Si 1.9147 12.5077 23.7944 0.0061 -0.0075 0.0333
Si 5.7788 12.3729 23.9155 -0.0088 0.0076 0.0002
Si 9.6831 12.3944 23.7783 0.0092 -0.0004 0.0216
Si 11.6433 2.2927 26.1683 -0.0025 -0.0057 -0.0216
Si 3.916 2.3061 26.1664 0.0028 0.0065 -0.0268
Si 7.7576 2.3105 26.178 -0.0099 0.0079 -0.025
Si 1.9769 5.6193 26.1387 0.01 0.0128 -0.0259
Si 5.8163 5.6574 26.3132 0.0009 0.008 -0.0214
Si 9.7071 5.6334 26.2584 0.0003 0.0026 -0.0155
Si 11.6661 8.9746 26.3435 0.0038 0.0292 -0.0054
Si 3.8843 9.0114 26.4559 -0.025 0.0166 -0.0052
Si 7.794 9.0019 26.3443 -0.008 0.0177 -0.0119
Si 1.9247 12.3832 26.1986 0.0015 0.0033 -0.0273
Si 5.799 12.3293 26.2767 0.005 0.0073 -0.0149
Si 9.6862 12.3434 26.1856 0.0145 0.0118 -0.0193
Si 1.9699 1.1933 27.0145 -0.0006 0.0115 0.0065
Si 5.828 1.1805 27.0184 0.0011 -0.0004 -0.0005
Si 9.6916 1.178 26.9972 0.0057 0.0023 0.0037
Si 11.6471 4.5063 27.0111 0.0083 0.009 0.0139
Si 3.8809 4.5078 27.0317 -0.0161 -0.0008 0.0006
Si 7.7576 4.5148 27.0422 0.0113 0.0026 -0.0091
Si 1.9644 7.8093 27.0752 -0.0019 -0.0123 -0.005
Si 5.8462 7.8811 27.0877 0.0242 -0.0094 -0.0111
Si 9.7154 7.8508 27.0717 -0.0044 -0.0081 -0.0021
Si 11.6153 11.2359 27.0361 -0.0001 -0.0083 0.0005
Si 3.8469 11.2664 27.0734 -0.01 0.0038 -0.0068
Si 7.7611 11.2398 27.0538 0.0132 0.0063 -0.0079
Si 1.9336 1.1164 29.4135 0.0523 0.1993 -0.204
Si 5.8008 1.1164 29.4135 0.0482 0.1493 -0.1927
Si 9.6679 1.1164 29.4135 0.0804 0.117 -0.2653
Si 0 4.4654 29.4135 0.1308 0.0717 -0.1773
Si 3.8672 4.4654 29.4135 -0.0721 0.0554 -0.1718
Si 7.7343 4.4654 29.4135 0.0939 0.0423 -0.0411
Si 1.9336 7.8145 29.4135 0.0123 -0.1635 0.2636
Si 5.8008 7.8145 29.4135 0.0976 0.0212 0.4058
Si 9.6679 7.8145 29.4135 0.079 0.0082 0.1354
Si 0 11.1635 29.4135 0.0174 0.1817 -0.1104
Si 3.8672 11.1635 29.4135 -0.0916 0.2925 0.2119
Si 7.7343 11.1635 29.4135 0.0472 0.2039 -0.0244
Si 0 0 0.3944 -0.0793 -0.1387 -0.1616
Si 3.8672 0 0.3944 0.0444 -0.1943 0.3221
Si 7.7343 0 0.3944 -0.2046 -0.2463 0.0695
Si 1.9336 3.3491 0.3944 0.1067 -0.1742 -0.094
Si 5.8008 3.3491 0.3944 -0.1188 -0.1425 0.2313
Si 9.6679 3.3491 0.3944 -0.1975 -0.0083 -0.0298
Si 0 6.6981 0.3944 -0.114 -0.031 0.0299
Si 3.8672 6.6981 0.3944 0.0014 -0.1632 -0.131
Si 7.7343 6.6981 0.3944 0.0277 -0.0695 0.0911
Si 1.9336 10.0472 0.3944 -0.0454 -0.0119 -0.122
Si 5.8008 10.0472 0.3944 0.1158 0.1014 0.0324
Si 9.6679 10.0472 0.3944 0.0029 -0.1431 -0.0955
Si 11.5474 -0.0495 2.7445 -0.0019 -0.0024 0.0158
Si 3.8443 -0.0721 2.8038 0.0257 -0.0059 -0.0095
Si 7.6641 -0.0939 2.7721 -0.0232 -0.0053 -0.0036
Si 1.9309 3.2682 2.7443 0.0295 0.003 0.0107
Si 5.752 3.2729 2.8 -0.0107 0.0086 -0.0156
Si 9.5997 3.3094 2.7627 -0.0304 -0.0029 0.0069
Si 11.572 6.635 2.7566 -0.0088 0.0098 0.0097
Si 3.8683 6.6184 2.74 0.0072 -0.0087 0.0122
Si 7.7339 6.643 2.7681 0.0022 -0.0014 -0.0046
Si 1.9247 9.9977 2.7525 -0.0196 0.0076 0.0111
Si 5.8201 10.038 2.7724 0.0083 -0.0012 0.0023
Si 9.6761 9.9741 2.7513 -0.0048 0.005 -0.0011
Si 11.5528 2.2014 3.4454 -0.003 -0.0118 -0.0006
Si 3.8182 2.1235 3.6519 0.0009 -0.0109 0.0252
Si 7.6788 2.1134 3.5563 0.0096 0.0018 0.0232
Si 1.9055 5.4988 3.4752 -0.0088 -0.0066 0.014
Si 5.8053 5.5223 3.566 0.0052 -0.0116 0.0184
Si 9.65 5.5234 3.6151 -0.0009 -0.0141 0.0202
Si 11.6109 8.8643 3.5596 0.0002 -0.0202 0.0222
Si 3.8935 8.8658 3.4302 -0.0033 -0.0084 0.0043
Si 7.7393 8.8747 3.5512 -0.0169 -0.0199 0.0166
Si 1.8645 12.2296 3.5482 0.0045 -0.0104 0.019
Si 5.7527 12.215 3.7453 0.0081 0.0002 0.0341
Si 9.6161 12.1956 3.514 0.0132 -0.0042 0.0241
Si 11.4767 2.1593 5.764 -0.0103 -0.0087 0.0292
Si 3.73 2.0282 6.0768 -0.0065 -0.0145 -0.0413
Si 7.6061 1.9681 5.9273 0.0063 0.0048 -0.0148
Si 1.8775 5.4062 5.8102 -0.0137 0.0053 0.0017
Si 5.8035 5.4646 5.9407 0.0238 0.0069 -0.0126
Si 9.622 5.446 6.0187 0.0063 -0.0082 -0.0366
Si 11.639 8.7929 5.9367 0.0191 -0.0132 -0.0331
Si 3.9159 8.7869 5.7466 0.0205 -0.0011 0.0277
Si 7.7738 8.8098 5.9237 -0.0011 -0.009 -0.0144
Si 1.7817 12.1586 5.9204 -0.0492 -0.0122 0.0143
Si 5.7169 12.116 6.2556 -0.0128 -0.0319 -0.0835
Si 9.5825 12.1087 5.8681 0.0301 0.0192 0.0152
Si 1.6324 0.9738 6.7356 -0.1019 0.0098 0.0521
Si 5.6689 0.9855 7.0148 -0.0006 0.0493 0.0678
Si 9.6333 0.9364 6.5976 0.058 -0.0024 0.0579
Si 11.5722 4.3163 6.726 -0.0019 0.0079 0.0657
Si 3.8265 4.3216 6.564 -0.0037 -0.0032 0.0489
Si 7.6931 4.1793 6.6285 -0.0083 -0.0321 0.0571
Si 2.0304 7.6274 6.517 0.0268 0.0036 0.0672
Si 5.8307 7.7333 6.7005 -0.014 0.0026 0.043
Si 9.7172 7.7053 6.7379 0.0131 0.0338 0.0637
Si 11.4526 10.9912 6.7798 -0.0288 0.0239 0.0452
Si 3.6524 10.9338 6.6525 -0.0588 0.0174 0.0539
Si 7.7555 10.9731 6.8645 0.0666 0.0075 0.0628
O 9.9001 7.8995 8.3992 -0.0325 -0.0235 -0.0028
O 9.9025 0.8241 8.2469 0.0274 0.0005 -0.0287
O 1.0335 0.9181 8.321 -0.0017 -0.0174 0.0104
O 3.0726 10.5515 8.1631 0.0424 -0.0232 0.0273
O 5.8202 7.8989 8.3648 0.0034 -0.0028 -0.0174
O 5.6077 1.1815 8.7 0.0153 -0.0177 -0.0201
O 3.7742 4.3344 8.2116 0.0237 -0.0039 -0.0021
O 7.65 3.7329 8.2531 -0.0067 0.011 -0.0156
O 0.0451 4.2783 8.3992 -0.0044 -0.0159 -0.0113
O 11.1552 10.9508 8.4314 0.0259 -0.0015 -0.0207
O 8.1196 10.7645 8.5015 -0.0286 -0.0111 -0.0139
O 2.3737 7.4903 8.121 -0.0341 -0.0033 0.0096
O 11.4224 0.2087 21.2205 -0.0052 0.0147 0.0063
O 9.7651 3.6373 21.3591 0.0111 0.008 -0.0067
O 4.1428 7.5416 21.5851 -0.0007 0.0077 0.0184
O 6.0092 4.1625 21.3746 -0.0079 -0.0079 0.0137
O 5.7537 9.7502 21.6523 -0.0072 0.0054 -0.0024
O 2.1498 3.3774 21.1984 0.0028 0.008 0.0075
O 7.3604 13.449 21.4943 0.0498 -0.0037 -0.0171
O 4.0147 0.1549 21.3569 -0.0144 0.0149 -0.0017
O 7.7343 6.9575 21.5831 -0.0042 0.0318 0.0023
O 2.1218 10.1782 21.5889 -0.0013 0.0122 0.0197
O 11.543 6.973 21.3972 0.0235 0.0003 -0.0012
O 10.1717 9.6533 21.626 -0.0474 0.0236 -0.0186
Si 11.5802 6.4487 11.2978 -0.0046 0.0039 0.0055
Si 1.5724 10.3634 16.2439 0.0023 -0.0002 -0.003
Si 0.2271 3.6903 9.9126 -0.0012 -0.0066 0.0169
Si 8.0874 12.8597 20.1692 -0.008 -0.0092 -0.0047
Si 2.8405 10.4607 9.7606 0.0104 -0.0017 -0.0084
Si 2.5721 10.3934 20.0471 0.0039 -0.0007 -0.0278
Si 10.3528 3.7022 19.8381 0.0009 0.0028 0.0017
Si 0.2526 12.7999 17.0882 0.005 0.0011 -0.0019
Si 10.8189 0.6996 19.7704 0.0004 0.0043 -0.0127
Si 3.1638 7.7514 16.232 -0.0006 -0.0005 0.0007
Si 0.3304 6.4875 19.895 -0.0001 0.0031 -0.0045
Si 9.389 2.5211 14.283 0.001 0.0001 -0.0018
Si 2.9078 2.545 11.0339 0.0014 0 0.0017
Si 5.1332 11.9806 15.347 -0.0017 0 -0.0011
Si 4.9413 8.676 20.7074 0.0035 0.0074 0.0018
Si 3.6082 -0.3896 11.2808 0.0024 -0.0013 0.0004
Si 5.5894 8.8835 14.7962 0.0001 -0.0043 0.0027
Si -0.1642 11.3154 10.0059 0.0016 0.0041 0.0241
Si 9.4552 10.0167 20.2093 -0.003 -0.0107 -0.0065
Si 3.4587 0.0494 19.8248 0.0041 -0.0015 -0.0136
Si 7.469 4.704 9.5411 -0.0028 0.0089 0.0068
Si 2.3705 12.3561 14.1564 -0.0016 -0.0033 -0.0021
Si 6.1858 0.5904 10.1358 0.003 -0.0054 0.0125
Si 2.7953 2.8993 19.7568 0.0038 0.001 -0.0111
Si 5.7178 4.4402 13.6499 -0.0007 -0.001 0.001
Si 7.4754 0.2117 15.5905 -0.0046 0.0035 0.0017
Si 9.6107 11.3424 15.2017 0.0024 -0.0011 -0.0006
Si 1.9894 6.565 13.5519 -0.0036 0.0022 0.0021
Si 2.8427 3.5263 14.0119 -0.0022 -0.0027 0.004
Si 11.7015 9.1692 18.4026 -0.0006 -0.0032 -0.0067
Si 11.2322 0.8739 9.2034 0.0083 -0.0014 0.0153
Si 9.1267 7.3237 9.7147 -0.0015 -0.0059 0.0053
Si 8.6773 8.5573 14.5743 0.0031 0.0004 0.0002
Si 4.7774 7.1561 12.3493 0.003 0.0052 -0.0046
Si 2.9742 5.627 18.7497 -0.0009 0.0043 -0.0008
Si 2.5383 7.4029 9.7184 0.0012 0.0008 -0.0043
Si 6.2649 8.4251 9.8436 -0.0012 0.0082 0.0172
Si 4.3324 4.761 9.6585 0.0036 0.0032 0.0016
Si 9.3547 10.4963 12.2765 -0.0009 -0.0014 0.003
Si 5.9476 13.0301 17.9569 -0.0018 -0.002 0.0008
Si 7.9813 4.9304 18.3567 0.0015 0.0063 -0.0031
Si 8.3084 5.4066 15.194 0.0033 0.0016 0.0003
Si 7.3238 11.0726 9.9146 -0.0097 0.0013 0.0047
Si 5.3894 4.1975 19.8594 0.004 0.0023 -0.0057
Si 0.7858 1.4902 15.0364 -0.0004 0.0013 0.0011
Si 7.5529 7.526 20.077 0.0325 0.0057 -0.0028
Si 7.648 2.7865 11.857 0.003 0.0001 -0.0007
O 3.4541 6.0803 10.1008 -0.0034 0.0038 -0.0082
O 1.9483 2.6557 15.0766 -0.0152 -0.009 -0.013
O -0.3577 12.9454 10.1757 -0.0004 -0.0171 -0.0286
O 8.3611 8.9009 19.823 -0.0008 -0.0319 0.0339
O 2.4195 1.3105 19.5097 0.0184 -0.0062 0.0233
O 8.1525 5.2993 16.7961 0.0027 -0.0095 -0.0025
O 2.7419 11.9821 19.694 0.0144 -0.0083 0.0181
O 7.1621 8.7659 15.1354 -0.0193 -0.0046 -0.0098
O 1.2848 0.1845 14.1731 0.0075 0.0074 0.0176
O 4.4124 3.809 14.4442 -0.0076 0.0102 -0.0308
O 4.2468 3.4133 10.6137 0.0063 0.008 0.0014
O 10.9559 2.0799 14.482 -0.0028 -0.0037 0.0095
O 11.3849 4.8399 10.9933 0.014 0.0153 -0.0203
O 10.8459 12.018 16.0392 0.0026 0.0099 -0.0006
O 8.9371 6.9073 14.7644 -0.0157 -0.0065 0.0036
O 1.7848 3.3613 10.2068 -0.0184 -0.0083 0.0039
O 8.4666 5.932 9.2149 -0.0033 0.0147 0.0205
O 11.1496 2.2959 19.5228 -0.0221 -0.0043 0.0188
O 5.4091 7.6043 10.9297 0.0083 0.0099 -0.0135
O 11.4185 7.5924 18.7814 0.0183 0.0165 0.02
O 7.8717 8.2612 10.154 -0.004 -0.0231 -0.0162
O 10.1356 7.1532 10.9859 0.0056 -0.0125 -0.0242
O 9.222 4.1106 14.7155 -0.02 -0.0057 -0.0009
O 8.8325 11.4718 20.5193 -0.0083 0.0119 -0.0281
O 10.5759 10.5171 11.1655 0 0.0192 -0.0001
O 8.362 12.238 15.76 -0.0043 0.0091 -0.0128
O 4.4393 2.8746 19.7951 -0.0203 0.0274 0.0018
O 4.6577 0.2247 18.7351 0.0009 -0.0264 0.0095
O 10.4739 10.0906 18.9464 0.0021 -0.0123 0.0178
O 6.794 0.693 17.0173 -0.0014 -0.0302 -0.0107
O 0.5156 6.7465 12.8318 0.0175 -0.0046 -0.018
O 1.0521 7.1369 10.301 0.0055 -0.009 0.015
O 3.1431 7.1811 12.5564 -0.0021 -0.021 0.0215
O 3.9485 9.5561 19.7652 -0.0174 0.0052 0.0345
O 6.7916 5.1968 14.6137 0.0132 -0.0137 -0.0093
O 0.5757 0.913 16.5478 -0.0023 -0.0107 -0.0259
O 1.5505 11.7817 17.1015 -0.0238 -0.0056 -0.0127
O 5.3986 8.2886 13.3121 -0.0127 -0.0072 0.0193
O 2.9735 12.3736 12.6415 -0.0037 0.013 0.0055
O 6.4357 3.1912 12.8822 0.0103 0.018 -0.0093
O 2.7998 9.3223 16.5841 -0.0051 0.0009 -0.0239
O 5.9977 7.8896 19.7488 0.015 0.0067 0.0311
O 1.952 6.3916 19.7626 -0.0104 -0.0201 -0.0169
O 1.4458 9.6894 19.1356 -0.0114 0.0019 0.0165
O 9.4855 9.7114 15.4667 0.0017 0.0234 -0.0179
O 3.103 8.8892 10.2031 -0.0164 -0.0012 -0.0201
O 8.9809 9.0408 13.0079 -0.0051 0.0231 0.0108
O 2.1536 7.31 15.002 0.0218 -0.0037 -0.0036
O 9.1359 3.8654 18.7765 -0.0003 0.0181 0.0123
O 4.7371 7.9028 15.8009 -0.0007 0.0072 -0.0144
O 7.2497 1.5932 10.8359 -0.0095 0.0036 0.0022
O 8.1221 6.361 19.112 -0.0281 0.0153 0.0336
O 5.9115 5.1631 9.6244 0.0029 -0.0207 0.0031
O 6.9892 -0.9302 19.0556 0.0046 0.029 0.0089
O 11.0613 2.2513 10.0914 0.0176 0.0014 -0.0274
O 8.9805 2.3852 12.7049 -0.0224 0.0126 0.0186
O 9.7053 11.5065 13.547 -0.0106 -0.0263 0.0089
O 6.567 4.2027 18.7365 0.0053 0.0151 0.0184
O 6.0392 10.0447 9.9622 0.0323 -0.017 -0.0071
O 1.3538 10.8352 10.2884 -0.0024 0.0013 -0.0168
O 5.1651 10.4632 14.7455 0.0038 0.0004 0.0112
O 1.6937 10.9067 14.6617 0.0169 0.0175 0.0176
O 11.369 13.0749 18.6169 -0.0043 0.0084 0.017
O 5.4407 11.8427 16.9518 0.0074 0.0329 -0.0121
O 8.0907 10.9867 11.3588 -0.0035 -0.0016 0.0001
O 11.3066 5.0084 19.6251 -0.0009 0.0041 0.0124
O 8.3708 1.4785 15.0718 0.0129 -0.0032 -0.0004
O 2.4274 4.0478 18.603 0.0139 0.0137 0.0323
O 3.7531 11.6954 10.3239 -0.0056 0.0079 0.0077
O 9.185 0.5746 19.7049 0.0102 -0.0251 0.0206
O 2.773 2.6496 12.6458 0.0061 0.0217 -0.0045
O 3.6491 12.6266 15.138 0.0091 -0.0191 -0.0144
O 7.9956 4.0824 10.9379 -0.0199 -0.0147 -0.0041
O 5.1138 0.2538 11.3329 0.0097 -0.0083 -0.0149
O 4.4291 5.4872 19.4925 -0.0156 -0.0261 -0.0143
O 6.2067 13.0531 14.673 -0.0154 -0.01 0.0329
O 3.0595 6.5712 17.3896 0.0027 0.0017 -0.0003
O 2.7792 0.9312 10.7149 -0.0059 0.0074 0.0132
O 0.2935 9.4478 16.7881 0.0014 0.0093 0.0331
O 5.2245 5.6072 12.618 -0.0054 0.0001 0.0063
O 2.1398 4.9676 13.7899 0.0154 -0.0001 -0.0021
O 6.8932 12.6078 9.7061 -0.0072 0.0046 0.0194

Results
free energy: -166469.149 eV
free energy less fixed offsets of O -569.03, Si -635.61 eV per atom: -5.099 eV

The program warned: the cutoff lies below the one the program advises for these potential files; the exchange-correlation potential is rough where the density is thin.
